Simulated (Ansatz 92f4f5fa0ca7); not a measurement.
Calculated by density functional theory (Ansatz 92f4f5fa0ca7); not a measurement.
Periodic cell of 216 atoms, Si133O82H1, from a study of silicon, its oxide and their interface. The atomic structure is a simulated model.
Doubt: the cutoff is far below the 930 eV that the study's wrapper takes by default for these files, so forces and energies are approximate.

Settings
functional: PBE
potential files: Ansatz PAW
basis: plane waves
wave-function cutoff: 580 eV
density cutoff ratio: 5
exchange-correlation grid ratio: 1
k mesh: 1 x 1 x 1, Gamma-centred
self-consistency stop: 5e-08 eV per atom in the density residual
occupations: fixed
spin: none
net charge: +1 e, with a uniform compensating background and no finite-size correction

Cell vectors (angstrom)
a 10.938 0 0
b 0 10.938 0
c 0 0 31.7377

Atoms: element, x, y, z (angstrom)
Si 0.4794 -0.5179 24.4025
Si 4.6919 0.4934 24.186
Si 3.1929 2.4276 24.2206
Si 7.7015 3.2015 24.3178
Si -0.7652 6.2384 24.4731
Si 5.9933 4.9679 24.5269
Si 2.0143 8.5473 24.3168
Si 8.6618 8.1638 24.3939
Si 1.4021 1.4229 25.4547
Si 6.6663 1.3512 25.4213
Si 4.1563 4.0658 25.6923
Si 9.4586 4.1992 25.5178
Si 1.1995 6.8409 25.6909
Si 6.8693 6.9674 25.486
Si 3.9069 9.5676 25.4533
Si 9.6662 9.6855 25.8128
Si 2.6792 0.0303 26.9427
Si 8.1153 0.0896 26.9134
Si -0.0233 2.7786 26.8513
Si 5.4776 2.6761 27.0089
Si 2.7058 5.4722 26.9325
Si 8.1563 5.5489 26.9643
Si -0.0164 8.2237 27.1021
Si 5.4026 8.2578 26.8528
Si 4.1018 1.3673 28.3195
Si 9.5708 1.3673 28.3195
Si 1.3673 4.1018 28.3195
Si 6.8362 4.1018 28.3195
Si 4.1018 6.8362 28.3195
Si 9.5708 6.8362 28.3195
Si 1.3673 9.5708 28.3195
Si 6.8362 9.5708 28.3195
Si 0 0 29.6867
Si 5.469 0 29.6867
Si 2.7345 2.7345 29.6867
Si 8.2035 2.7345 29.6867
Si 0 5.469 29.6867
Si 5.469 5.469 29.6867
Si 2.7345 8.2035 29.6867
Si 8.2035 8.2035 29.6867
Si 1.3673 1.3673 31.054
Si 6.8362 1.3673 31.054
Si 4.1018 4.1018 31.054
Si 9.5708 4.1018 31.054
Si 1.3673 6.8362 31.054
Si 6.8362 6.8362 31.054
Si 4.1018 9.5708 31.054
Si 9.5708 9.5708 31.054
Si 2.7345 0 0.6835
Si 8.2035 0 0.6835
Si 0 2.7345 0.6835
Si 5.469 2.7345 0.6835
Si 2.7345 5.469 0.6835
Si 8.2035 5.469 0.6835
Si 0 8.2035 0.6835
Si 5.469 8.2035 0.6835
Si 4.1018 1.3673 2.0507
Si 9.5708 1.3673 2.0507
Si 1.3673 4.1018 2.0507
Si 6.8362 4.1018 2.0507
Si 4.1018 6.8362 2.0507
Si 9.5708 6.8362 2.0507
Si 1.3673 9.5708 2.0507
Si 6.8362 9.5708 2.0507
Si 0 0 3.418
Si 5.469 0 3.418
Si 2.7345 2.7345 3.418
Si 8.2035 2.7345 3.418
Si 0 5.469 3.418
Si 5.469 5.469 3.418
Si 2.7345 8.2035 3.418
Si 8.2035 8.2035 3.418
Si 1.3933 1.3382 4.7577
Si 6.8911 1.3094 4.8078
Si 4.1847 4.0681 4.6957
Si 9.6291 4.0648 4.7977
Si 1.3448 6.8745 4.9004
Si 6.7759 6.8861 4.718
Si 4.0717 9.5807 4.9059
Si 9.655 9.4664 4.7765
Si 2.6052 -0.02 6.312
Si 8.2981 -0.105 6.0892
Si 0.1559 2.7674 6.1629
Si 5.4987 2.6691 6.1502
Si 2.876 5.454 6.0383
Si 8.1816 5.4895 5.9895
Si -0.0503 8.2024 6.463
Si 5.5691 8.2602 6.2448
Si 3.6827 1.7837 7.3762
Si 10.0104 0.9866 7.2323
Si 2.1081 3.6177 7.2727
Si 6.3186 4.6494 7.0838
Si 4.587 6.4325 7.3386
Si 8.9 7.1977 7.4434
Si 0.6984 10.1926 7.7239
Si 7.4725 9.0805 7.4744
O 8.1726 3.9349 9.1163
O 7.5303 9.3289 9.126
O 8.5139 6.5978 8.9874
O 0.7674 10.184 9.4202
O 4.1551 1.4019 8.9266
O 2.1114 4.2311 8.8119
O 9.2872 1.5201 8.6132
O 4.1054 6.7889 8.8724
O 8.5786 9.0457 22.9267
O 8.2748 2.8048 22.7943
O 5.1311 5.1637 23.1444
O 8.0912 2.8618 20.1288
O 10.8393 10.51 22.8487
O -0.4767 6.4184 22.8344
O 1.8779 7.8681 22.7666
O 4.6109 -0.0513 22.5985
Si 9.0488 5.2129 9.6862
Si 0.3899 10.35 11.0255
Si 4.4303 7.0996 10.4404
Si 1.9518 10.0261 16.4048
Si -4.626 6.4521 15.1465
Si 1.8951 3.2178 18.6216
Si 14.2737 6.5917 14.423
Si 5.4432 0.129 21.2038
Si 3.8405 -0.0243 14.0895
Si 5.3748 1.0613 9.9542
Si 8.2484 2.3458 9.5481
Si 0.3757 12.7029 16.524
Si 0.9492 6.6821 22.0735
Si 4.6763 1.7328 18.6835
Si 7.9927 1.8869 21.4725
Si 2.7904 8.8208 12.382
Si 6.8794 3.8787 19.6285
Si 6.1865 -4.6528 18.064
Si 4.2658 2.4857 12.5187
Si 10.481 2.2812 11.4725
Si 5.1804 5.4786 21.5757
Si -1.7648 -3.9162 14.3018
Si 2.7674 8.7364 18.7976
Si -4.433 3.5819 14.2675
Si 3.0011 4.9613 11.9317
Si 11.8885 4.5139 9.9091
Si 5.4385 -2.6921 20.3196
Si 10.4035 8.3862 16.7041
Si 2.53 4.0436 21.5029
Si -1.7086 4.4301 12.8266
Si 8.9599 10.9707 15.5355
Si 10.9896 8.4001 19.7346
Si 6.6094 9.2558 10.4852
Si -1.4109 10.0509 21.9912
Si -4.857 0.8738 15.9297
Si 8.8677 9.6141 12.6455
Si 3.0803 5.9439 17.5244
O 0.4452 0.9423 11.6306
O 2.9509 5.2901 13.5157
O 8.8898 2.0796 11.0494
O 6.2917 4.8332 15.261
O 3.8825 4.7537 20.8961
O 2.8406 2.9114 22.6499
O -9.8547 0.347 16.9054
O 4.3086 5.6868 11.2437
O 5.1189 1.6619 11.4251
O 2.5006 18.1268 18.3785
O 10.3997 3.253 12.7935
O 5.2204 7.1076 21.4733
O 4.5911 0.641 19.9051
O 3.2844 8.0918 11.01
O -4.4657 2.2599 15.1775
O 2.5868 -0.5316 14.9688
O 1.7065 3.3955 20.2457
O 8.9719 5.0912 11.324
O 5.283 1.0752 17.3205
O 11.4886 7.0602 20.54
O -1.1265 1.3818 15.9355
O 6.5792 6.9978 16.6532
O 1.3777 -1.4508 11.967
O 6.4694 1.3312 21.5713
O -3.7691 5.0162 18.462
O -2.0481 -0.2075 13.8751
O -1.1472 9.9118 11.3227
O 9.9365 -1.7073 20.6491
O 10.6372 5.3104 9.2195
O 12.5512 5.3622 11.1364
O -5.4608 10.3908 10.1556
O 5.8983 7.7822 10.5778
O 0.5286 2.6136 17.934
O 2.2112 4.6457 17.9124
O 1.7019 5.2439 22.2186
O 1.005 8.7022 16.255
O -4.7783 -1.3247 20.8694
O 7.3945 9.5102 11.9017
O 3.1199 3.3475 11.7502
O 15.8732 6.9591 14.4336
O 6.5016 4.7832 20.9384
O -9.8033 13.574 15.3734
O -1.1386 16.5603 13.7568
O -3.3946 -3.9784 14.2356
O -1.3862 -1.2389 16.3205
O 10.2992 8.0165 18.2944
O 9.4919 8.243 13.2733
O 3.5636 12.4347 13.5858
O -3.0595 3.7599 13.4195
O 5.6356 2.9711 19.1141
O 3.9717 -2.1737 19.8613
O 6.7537 1.7329 9.366
O -3.4574 0.1238 16.1835
O 6.2901 7.5117 19.1412
O 12.3282 9.3104 19.4627
O 2.8775 6.2853 15.9393
O 2.5729 7.8125 13.6449
O 8.8955 0.5337 21.4649
O -7.8123 9.6518 17.4855
O 3.9128 9.9385 12.7836
O 4.6537 5.723 17.9169
O 5.2848 3.5392 13.203
O 3.1658 2.2232 18.3568
O 11.2629 3.0689 10.2891
O 5.2215 -0.0788 14.9245
O -1.133 7.174 15.7929
H -10.2513 13.6513 14.5096

Results
free energy: -131202.608 eV
free energy less fixed offsets of H -15.97, O -568.88, Si -635.61 eV per atom: -2.348 eV

Forces (eV/angstrom), in the order of the atoms: element, x, y, z
Si -0.0772 0.0929 0.0809
Si 0.0562 -0.1176 -0.0077
Si -0.0916 0.0849 -0.0434
Si 0.1138 -0.0998 -0.0783
Si 0.1465 0.0647 -0.1597
Si -0.0048 0.0674 0.1328
Si 0.0634 -0.1063 0.0033
Si -0.1214 0.0376 -0.068
Si -0.0275 -0.0577 0.0149
Si 0.0024 0.0268 0.0249
Si -0.0318 -0.0548 0.0297
Si 0.0407 0.0131 0.0651
Si -0.0071 -0.0387 0.0065
Si 0.0228 -0.0055 0.0063
Si 0.0293 0.0508 -0.007
Si 0.0197 -0.0557 -0.0141
Si -0.0065 0.0147 -0.0232
Si -0.0081 0.0005 0.0148
Si -0.031 -0.0141 -0.045
Si -0.0026 0.0006 0.0114
Si 0.0408 0.0391 0.02
Si -0.0117 0.0498 -0.0141
Si -0.0361 -0.0074 0.0451
Si -0.0064 -0.0135 -0.021
Si -0.1612 -0.4508 0.333
Si -0.1751 0.43 -0.5406
Si -0.1801 -0.0994 -0.3467
Si -0.0056 0.1014 0.078
Si -0.0381 0.1574 -0.4903
Si -0.3089 -0.1869 0.7512
Si 0.2414 0.4071 0.6876
Si -0.3185 0.1172 -0.5431
Si 0.0617 -0.0865 0.0028
Si -0.1226 -0.0817 0.0528
Si -0.0046 -0.0875 -0.0253
Si 0.1991 0.0892 0.0398
Si -0.0868 -0.0472 0.0224
Si -0.0139 -0.0728 -0.0326
Si 0.082 0.1015 0.0576
Si 0.0342 -0.1405 0.005
Si -0.0295 0.0803 0.0025
Si -0.0373 0.0096 -0.0623
Si -0.0191 0.0564 -0.0056
Si 0.0032 0.0474 -0.0049
Si -0.0352 -0.0257 -0.0527
Si -0.0312 0.0481 0.008
Si 0.0821 -0.0003 0.0098
Si -0.0697 0.0521 -0.0058
Si 0.0145 -0.0928 -0.0263
Si 0.0075 0.0468 0.0111
Si -0.016 -0.0339 0.0286
Si 0.0305 -0.0576 0.0175
Si -0.0158 0.036 0.0142
Si 0.1191 -0.0793 -0.0194
Si 0.0396 -0.0319 0.0143
Si -0.0568 -0.0085 0.045
Si -0.0364 0.0828 -0.0351
Si -0.053 -0.0725 0.0152
Si 0.0845 0.0951 0.0337
Si 0.0501 0.2048 -0.0173
Si -0.0367 -0.1244 0.0011
Si -0.1598 -0.0327 -0.0395
Si 0.0209 0.132 -0.0114
Si 0.0207 -0.0079 0.0136
Si 0.0838 -0.2634 -0.1397
Si -0.3495 -0.0864 0.5152
Si 0.1689 -0.3798 -0.36
Si 0.1764 -0.1404 0.2479
Si 0.1278 0.3559 0.4157
Si 0.1525 0.1203 -0.8527
Si -0.0909 0.0787 0.7184
Si 0.3443 -0.0912 -0.3657
Si 0.0263 -0.024 0.0264
Si 0.0217 0.0228 0.0164
Si -0.0043 0.0258 0.016
Si -0.0234 -0.0111 0.0074
Si 0.0084 -0.0128 -0.0174
Si -0.0237 0.0655 -0.0359
Si -0.0003 0.0185 -0.0254
Si 0.0123 -0.036 0.031
Si -0.0048 -0.0193 -0.0592
Si -0.0386 0.016 -0.006
Si -0.0247 -0.0162 -0.0021
Si -0.0862 0.0054 0.0044
Si -0.0045 0.0169 0.0067
Si 0.0193 -0.0142 0.1551
Si 0.009 -0.0178 -0.0366
Si -0.0467 0.0122 -0.0083
Si 0.0893 -0.0774 -0.0013
Si -0.1251 0.0553 0.0216
Si -0.076 0.0639 -0.049
Si -0.2714 0.0981 -0.3817
Si -0.005 -0.0897 0.1187
Si 0.0694 -0.0326 -0.1553
Si 0.0486 -0.0047 0.1465
Si -0.1046 0.1442 0.0268
O 0.1365 0.0282 -0.0601
O 0.0574 0.0036 -0.0474
O 0.0448 -0.2965 0.2216
O 0.0164 0.0204 -0.0026
O 0.0666 0.0242 0.0698
O -0.2438 0.0832 0.2242
O -0.2147 0.297 0.2292
O 0.0446 0.0112 -0.1218
O -0.0031 -0.0791 0.0966
O -0.0143 0.0667 0.0986
O -0.099 0.0519 -0.0637
O -0.0108 -0.0044 -0.0198
O 0.1068 0.0509 -0.0342
O 0.1637 -0.0753 0.0396
O -0.0112 0.0622 -0.006
O -0.0621 0.0345 0.0855
Si 0.6918 0.8935 0.6059
Si -0.0239 -0.0503 -0.0734
Si -0.1292 0.0038 -0.1803
Si 0 0.0345 -0.0693
Si -0.054 0.0721 -0.0373
Si -0.015 -0.0263 -0.0155
Si -0.0032 0.0219 -0.0678
Si 0.0823 -0.0116 -0.0608
Si -0.0654 -0.029 -0.0437
Si -0.1266 0.0344 0.1842
Si 0.3291 -1.3365 0.1411
Si 0.0163 -0.0197 -0.031
Si -0.0717 -0.1888 0.0647
Si 0.0197 -0.0084 -0.0028
Si -0.0839 0.0206 -0.0213
Si 0.0402 0.0086 -0.2061
Si 0.0141 -0.0172 0.0407
Si -0.003 0.007 0.0192
Si 0.0169 -0.06 -0.2288
Si 0.1868 -0.1566 -0.2105
Si 0.0004 0.0121 -0.1504
Si -0.0171 0.0796 -0.0697
Si -0.0065 -0.0293 -0.0059
Si -0.0424 -0.0962 -0.0693
Si 0.0586 0.0108 -0.1749
Si 0.2413 -0.0784 -0.1924
Si 0.0003 -0.0303 0.1151
Si 0.0328 0.0744 -0.038
Si -0.0196 0.0979 0.0214
Si -0.1004 0.1105 -0.1051
Si 0.0232 0.0081 -0.0775
Si 0.0112 0.019 0.0709
Si 0.0162 -0.0844 -0.0381
Si -0.0782 -0.0236 -0.0348
Si 0.0272 0.0092 -0.0193
Si -0.0011 0.0427 -0.1527
Si -0.0243 -0.0239 0.0155
O -0.1838 0.1286 0.0022
O -0.0148 -0.0527 0.0234
O -0.1255 0.2199 -0.3049
O -0.0235 -0.0054 0.1026
O -0.0222 -0.0062 0.0115
O 0.0374 -0.0461 0.079
O 0.0032 0.0003 0.0066
O 0.0222 -0.0107 0.1036
O 0.0399 -0.0553 -0.1465
O -0.0146 0.0347 -0.0287
O -0.0172 -0.0259 -0.0417
O -0.0114 0.0164 -0.0684
O 0.0163 -0.0086 -0.0087
O 0.0205 -0.0004 0.1051
O 0.0024 -0.0063 0.0845
O 0.0104 -0.0019 0.0566
O 0.0305 0.0126 0.0529
O -0.0458 -0.028 -0.2606
O 0.024 0.0245 0.0157
O -0.0045 -0.0149 0.0225
O 0.0017 0.0105 0.0313
O -0.0015 -0.0192 -0.0059
O -0.0742 0.0728 0.0307
O -0.0051 0.0149 -0.027
O 0.0192 -0.0339 -0.0075
O -0.0101 -0.0412 0.0338
O 0.128 0.0279 0.0691
O 0.0112 -0.0273 -0.0925
O -0.2914 -0.1759 0.1236
O -0.0726 -0.0586 0.0651
O 0.0096 0.0192 0.0514
O 0.0929 0.0267 0.0968
O 0.0183 0.0062 -0.0158
O 0.0105 0.016 -0.0287
O -0.0309 0.1188 -0.1286
O -0.01 -0.0462 0.0531
O -0.0039 0.0113 -0.04
O -0.0037 -0.0112 0.0502
O -0.0111 0.0178 0.0886
O 0.0048 0.0128 0.0675
O -0.042 0.0045 0.0128
O -0.0774 -0.0297 -0.136
O 0.002 -0.1227 -0.0369
O 0.0794 0.0033 0.0112
O 0.0128 -0.0276 0.0325
O -0.0067 -0.0005 -0.0093
O 0.0353 -0.0036 0.0712
O 0.0025 0.0981 0.026
O 0.1983 0.0307 -0.0446
O -0.0034 -0.0014 -0.0298
O 0.0281 0.0242 -0.0438
O 0.1177 0.0696 0.0616
O -0.0276 0.0146 0.029
O 0.0115 0.0413 -0.0184
O -0.0345 -0.0038 -0.0145
O -0.0031 0.0086 -0.0335
O -0.0197 0.0277 0.0686
O 0.0443 -0.0359 -0.0327
O 0.0138 0.0005 0.0149
O -0.0138 -0.1009 -0.0012
O 0.0158 -0.0095 -0.0055
O -0.0227 0.0191 0.0495
O -0.007 0.0018 -0.0197
O -0.0904 0.1064 0.0774
O 0.0292 -0.0325 0.0488
O -0.0113 -0.0289 0.0038
H 0.092 0.0356 0.1572

The program warned: the cutoff lies below the one the program advises for these potential files; the forces do not sum to zero within the program's tolerance; the exchange-correlation potential is rough where the density is thin.
